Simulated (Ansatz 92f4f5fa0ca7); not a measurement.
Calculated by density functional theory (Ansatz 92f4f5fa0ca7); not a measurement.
Periodic cell of 268 atoms, Si148O120, from a study of silicon, its oxide and their interface. The atomic structure is a simulated model.
This geometry differs little from another in the collection (a relaxation step or a small displacement).

Settings
functional: r2SCAN
potential files: Ansatz PAW
basis: plane waves
wave-function cutoff: 800 eV
density cutoff ratio: 5
exchange-correlation grid ratio: 1
k mesh: 1 x 1 x 1, shifted by 0.5 0.5 0 of a step
self-consistency stop: 1e-10 eV per atom in the density residual
occupations: fixed
spin: none
net charge: 0

Cell vectors (angstrom)
a  10.88  0  0
b  0  10.88  0
c  0  0  37.6206

Atoms: element, x, y, z (angstrom)
Si  0.1124  0.22  -0.1574
Si  3.0251  2.5789  -0.075
Si  -0.3708  5.7833  -0.1588
Si  3.1524  7.6718  -0.1293
Si  5.1332  0.2354  -0.0874
Si  7.5436  3.2794  -0.0964
Si  5.4277  5.5295  0.294
Si  8.3024  8.0191  0.0217
Si  1.3818  1.513  1.2602
Si  4.0348  4.0846  1.418
Si  1.3525  6.7738  1.1469
Si  4.0417  9.4726  1.1767
Si  6.684  1.4716  1.1986
Si  9.372  4.1818  1.144
Si  6.8413  6.9125  1.4707
Si  9.566  9.6572  1.1239
Si  -0.0936  2.8276  2.5272
Si  2.6826  0.0001  2.5574
Si  0.033  8.2354  2.5048
Si  2.5989  5.4456  2.6441
Si  5.3963  2.7126  2.719
Si  8.1373  0.0956  2.4922
Si  5.4003  8.2667  2.6724
Si  8.1702  5.4717  2.707
Si  1.2562  4.1078  3.9831
Si  4.0269  1.3286  3.9878
Si  1.3353  9.5497  3.9391
Si  4.0191  6.8351  3.9459
Si  6.7844  4.0935  4.0145
Si  9.4813  1.4173  3.8996
Si  6.8014  9.6218  3.94
Si  9.5599  6.8725  3.9377
Si  -0.0453  0.0307  5.2645
Si  2.6491  2.7211  5.2994
Si  -0.0332  5.4959  5.3453
Si  2.6844  8.1907  5.3213
Si  5.4282  0.0244  5.3411
Si  8.1455  2.7314  5.3392
Si  5.3904  5.4697  5.302
Si  8.1491  8.2082  5.2707
Si  1.3146  1.3532  6.6576
Si  4.0377  4.0916  6.645
Si  1.3378  6.8286  6.6928
Si  4.0679  9.5291  6.6777
Si  6.782  1.3701  6.6952
Si  9.5021  4.1032  6.6844
Si  6.7814  6.8244  6.6304
Si  9.4938  9.548  6.6459
Si  -0.0312  2.7025  8.024
Si  2.6976  0.015  8.0227
Si  -0.0353  8.1933  8.0226
Si  2.6883  5.4403  8.0214
Si  5.3989  2.7293  8.0102
Si  8.1406  -0.0097  8.0346
Si  5.426  8.1545  8.0125
Si  8.1233  5.4559  8.012
Si  1.359  4.0312  9.3639
Si  4.047  1.3831  9.3949
Si  1.3377  9.5387  9.38
Si  4.057  6.8012  9.3623
Si  6.7926  4.0482  9.3532
Si  9.5013  1.3357  9.3997
Si  6.7812  9.5003  9.3805
Si  9.488  6.8153  9.369
Si  0.0104  0.0126  10.7747
Si  2.6944  2.7128  10.8123
Si  -0.0265  5.3872  10.6492
Si  2.6999  8.1783  10.7235
Si  5.4262  0.0045  10.7076
Si  8.1263  2.6712  10.7548
Si  5.4016  5.3811  10.6554
Si  8.1338  8.1545  10.7633
Si  1.3354  1.3617  12.2155
Si  4.1207  4.0717  12.1192
Si  1.3691  6.694  11.9704
Si  4.0396  9.5961  12.0729
Si  6.7699  1.2966  12.1371
Si  9.5373  4.0317  12.045
Si  6.7317  6.7025  11.997
Si  9.541  9.5143  12.1086
Si  -0.0135  2.7936  13.5657
Si  2.7372  0.027  13.5983
Si  0.0093  7.9876  13.3085
Si  2.7505  5.4626  13.4275
Si  5.4067  2.6539  13.5224
Si  8.1893  -0.006  13.5251
Si  5.3548  8.0997  13.2702
Si  8.0836  5.3071  13.326
Si  1.6062  4.0056  14.8402
Si  3.8072  1.6991  15.0019
Si  1.511  9.1811  14.5996
Si  3.8194  7.0992  14.7487
Si  6.9974  3.8096  14.7816
Si  9.2879  1.6648  14.8976
Si  7.0186  9.0739  14.5043
Si  9.2801  6.8034  14.5881
Si  -6.8065  -3.1864  21.3032
Si  0.0945  5.7547  17.0033
Si  3.04  11.2717  25.5911
Si  10.2068  -0.4743  16.6474
Si  9.5244  2.0725  23.3935
Si  5.3343  12.0942  17.8163
Si  7.1799  -0.9731  17.1435
Si  5.7359  5.7776  16.9071
Si  6.1191  4.3231  26.5522
Si  5.7843  5.5895  19.8937
Si  3.3577  7.0133  24.0246
Si  -2.4591  8.3775  25.2149
Si  -0.2546  -2.6678  18.4816
Si  -3.3173  7.4625  18.5165
Si  7.008  3.0945  19.434
Si  9.8267  4.1702  19.5354
Si  14.8443  -0.4634  20.2079
Si  10.8306  4.6612  22.5258
Si  9.2209  1.6175  20.5375
Si  -7.7217  1.1719  22.617
Si  2.7608  -6.8676  23.5139
Si  -4.2479  6.6746  30.5388
Si  0.7572  1.9332  31.7185
Si  8.4815  10.5264  26.9757
Si  -0.0389  -4.8154  27.4367
Si  -2.8789  2.3356  25.9615
Si  3.5821  -0.6341  31.0527
Si  -0.2444  2.4877  29.2096
Si  7.4518  8.0796  27.897
Si  9.2626  14.0225  33.0778
Si  -1.9749  1.4454  35.5144
Si  -2.25  4.1751  27.9637
Si  1.513  8.8615  20.7605
Si  11.0519  -3.7479  24.4444
Si  11.2518  0.2219  22.0528
Si  12.7018  15.0914  28.3889
Si  11.9872  10.0756  32.7133
Si  3.3875  3.1481  26.3252
Si  5.0035  -5.0706  33.7939
Si  -3.7369  7.8173  33.4913
Si  2.2142  -3.9076  29.0758
Si  -7.8734  -1.1626  28.1193
Si  6.97  -1.0426  35.4821
Si  6.4486  3.9446  31.8895
Si  5.894  7.1786  25.6557
Si  -7.061  2.2431  32.113
Si  0.5758  0.3377  27.2593
Si  1.4545  9.1494  35.4784
Si  3.9644  7.3966  31.3239
Si  0.1663  5.1072  34.4106
Si  13.8191  -7.0597  34.6446
Si  10.3047  7.9125  33.8035
O  -0.6579  1.2443  -1.1861
O  1.2458  -0.6009  -1.013
O  -3.4544  -2.3057  -1.2357
O  2.6116  3.2403  -1.5068
O  3.9624  5.0861  -2.8194
O  -5.2453  -0.3842  -1.5223
O  2.5697  8.1131  -1.6033
O  -0.0227  8.5045  -2.3968
O  8.7207  -3.2591  -3.7815
O  -0.1357  -12.7453  -4.946
O  11.0859  6.5105  -4.0237
O  8.0122  2.6605  -1.5318
O  6.4388  4.4544  -0.5066
O  4.3614  6.5855  -0.4488
O  11.0884  5.2934  -1.6018
O  9.3492  6.8853  -0.5212
O  1.1675  4.8594  16.1823
O  2.6677  2.8431  15.3195
O  -1.1328  -4.8142  15.9832
O  4.4165  1.3424  16.4883
O  2.6598  8.1736  15.245
O  0.4439  9.822  15.658
O  6.0281  7.8473  27.142
O  -7.3766  5.4521  23.5741
O  4.1307  0.5072  21.5039
O  6.2648  4.4968  16.0754
O  6.2535  -1.493  15.9272
O  8.1361  2.753  15.3519
O  8.146  7.9402  14.8516
O  10.2211  13.4818  19.7149
O  15.5974  6.2875  20.8685
O  7.0289  6.6445  19.799
O  -2.6211  -6.7835  19.0396
O  -0.3746  -10.1024  23.3739
O  -3.8642  6.7366  17.1742
O  4.5508  6.503  16.0855
O  -1.7181  7.5385  18.5253
O  -5.0514  13.5225  18.4078
O  10.6755  -1.0871  18.073
O  8.7537  2.1497  21.9861
O  7.7511  1.6775  19.8213
O  11.4973  7.2245  17.5107
O  6.7435  11.4048  17.4461
O  3.5737  2.7192  22.9295
O  8.514  1.7735  24.5746
O  4.5485  0.3006  18.9123
O  10.029  1.1037  16.2856
O  7.03  8.9973  18.4689
O  14.067  0.2412  23.9744
O  10.1607  0.3179  20.8181
O  8.6887  9.851  16.564
O  12.555  1.1823  21.9415
O  14.8164  1.6875  25.9613
O  10.6006  4.9183  18.3454
O  -3.1262  9.66  28.1512
O  -3.875  4.3764  27.9378
O  -0.2036  -4.8136  23.2957
O  2.48  -3.275  21.0173
O  -1.0884  8.2015  24.3474
O  0.8941  9.5674  22.0973
O  6.5554  2.9998  25.7365
O  -4.476  5.6458  25.7016
O  1.7869  -3.4161  24.2568
O  5.1787  5.4047  18.3874
O  2.3908  -0.8744  19.9793
O  3.8044  -0.5884  29.4319
O  0.2839  8.2191  19.9787
O  6.9975  7.4871  31.9076
O  15.0015  7.9015  22.8995
O  -4.6747  4.114  20.4501
O  1.4471  0.5822  25.9043
O  0.8691  -6.1302  27.2093
O  -1.4645  -5.3026  28.028
O  -2.9438  12.0343  27.0613
O  -0.3032  13.962  32.1349
O  -9.3624  21.2334  28.245
O  10.179  3.539  23.5074
O  2.4592  3.6566  25.0832
O  10.1754  4.7937  21.0248
O  0.0162  -4.1773  25.9786
O  -0.7892  -0.4865  27.0668
O  -5.819  6.9132  30.2315
O  0.6554  6.9865  28.594
O  0.8238  3.6799  29.5335
O  7.489  -3.6241  29.29
O  2.0004  -0.851  31.3685
O  4.074  6.4764  32.6398
O  4.6988  -1.8936  20.531
O  13.6332  16.3271  28.86
O  5.9821  4.6618  33.2421
O  6.9956  7.8296  24.6204
O  4.3054  8.94  31.6795
O  -5.7452  3.0258  31.4789
O  -6.3483  4.2177  26.7007
O  -1.7235  3.1663  29.1335
O  -2.7483  9.9448  25.5028
O  9.6217  4.4081  34.0319
O  2.4915  18.1604  30.6473
O  14.4466  -0.7626  26.6292
O  2.6304  2.9857  27.7459
O  8.5485  7.6963  26.7254
O  12.3922  4.2365  22.5074
O  6.8298  5.0755  30.7726
O  7.8606  3.2104  32.2497
O  2.3018  2.4478  31.5003
O  15.1976  7.2659  25.3061
O  -1.6603  1.8072  33.9851
O  1.9677  -1.1534  34.0522
O  3.6433  -8.1682  33.6684
O  6.7742  -1.5459  33.9521
O  0.1032  12.6575  27.8088
O  0.0615  12.2616  30.3462
O  -1.8998  3.495  26.5255
O  -6.7382  0.6732  31.8296
O  -4.8109  6.9097  34.3377
O  4.0408  1.3735  37.1241
O  8.1468  0.0394  35.5469
O  1.509  15.1572  34.0172
O  11.5566  11.631  32.8231
O  2.9762  -2.7791  28.2012

Results
free energy: -163106.443 eV
free energy less fixed offsets of O -570.45, Si -639.56 eV per atom: 2.437 eV

Forces (eV/angstrom), in the order of the atoms: element, x, y, z
Si  0.0008  0.002  -0.0102
Si  0.0045  0.0011  -0.006
Si  0.0107  -0.0046  -0.0262
Si  0.0008  -0.0076  -0.0257
Si  -0.0088  0.0186  0.0103
Si  -0.0093  0.0064  -0.0256
Si  -0.0093  -0.0026  0.0074
Si  -0.0182  -0.0011  -0.0061
Si  0.0057  0.0037  0.0024
Si  0.0062  -0.0063  0.0025
Si  0.0069  0.0002  0.0031
Si  0.0002  -0.0013  -0.001
Si  -0.0005  0.006  0.0004
Si  -0.0072  0.0019  0.0059
Si  -0.0012  0.0017  -0.0116
Si  0.0036  -0.0045  0.0003
Si  0.0045  -0.0038  -0.0025
Si  0.0035  0.0052  -0.0021
Si  -0.0043  0.0053  -0.006
Si  -0.0016  0.0009  -0.0039
Si  -0.0098  -0.0062  -0.0082
Si  -0.003  0.0028  -0.0021
Si  -0.0031  0.0008  -0.0101
Si  -0.0025  -0.0048  -0.0092
Si  -0.0034  0.0041  0.0031
Si  0.0038  -0.002  0.0009
Si  0.0013  -0.0032  0.0009
Si  -0.0035  0.0025  0.0078
Si  -0.0009  0.0024  0.0011
Si  -0.002  -0.0011  0.001
Si  -0.0004  0.005  0.0053
Si  0.0061  0.0012  0.0053
Si  0.002  0.0029  0.0031
Si  0.0018  0.0006  0.0053
Si  0.001  0.0005  0.0046
Si  -0.0011  0.0032  0.0038
Si  -0.0013  0.002  0.0037
Si  0.0025  -0.002  0.0052
Si  0.0026  -0.001  0.0028
Si  -0.004  -0.0023  0.0043
Si  -0.0009  -0.0001  0.0007
Si  -0.0036  -0.0003  0.0011
Si  -0.0001  0.0016  -0.0046
Si  -0.0034  0.0001  -0.003
Si  0.0006  0.0017  -0.0039
Si  -0.0011  -0.0006  -0.0022
Si  -0.0015  0.0008  0.0006
Si  -0.0012  0.0008  -0.0011
Si  -0.001  -0.0009  0.0039
Si  0.0016  0.0017  0.0032
Si  0.0032  0.0001  0.0007
Si  -0.0012  -0.0005  0.0022
Si  -0.0011  0.0001  0.0022
Si  -0.0014  0.0016  0.0011
Si  -0.0007  -0.0014  -0.0005
Si  0.0014  0.0032  0.0006
Si  -0.0011  -0.0021  -0.0034
Si  -0.0044  0.002  -0.0062
Si  -0.0009  0.0045  -0.0042
Si  -0.0018  0.0015  -0.0055
Si  0.0013  -0.0049  -0.0025
Si  0.0006  0.0024  -0.0052
Si  0.0009  -0.0004  -0.0024
Si  -0.0045  -0.0008  -0.0078
Si  -0.003  -0.0045  0.0017
Si  -0.0004  -0.004  -0.0025
Si  0.0027  -0.0046  -0.0035
Si  -0.0065  -0.0026  -0.0097
Si  -0.0049  0.0013  -0.0037
Si  -0.0008  -0.0009  -0.002
Si  0.0024  0.0033  0.0027
Si  -0.001  0.0032  0.0006
Si  0.0045  0.0107  -0.0069
Si  -0.011  -0.0106  0.009
Si  0.0025  0.0043  0.0077
Si  0.0018  0.0043  0.0032
Si  0.013  0.0039  0.0006
Si  -0.0022  -0.0097  0.0003
Si  0.0031  0.0057  0.001
Si  -0.0121  0.0075  0.0025
Si  -0.0101  0.0019  0.0006
Si  -0.0021  -0.0012  0.001
Si  -0.0056  -0.0091  0.0093
Si  0.0037  0.0019  -0.0025
Si  -0.0036  0.0083  0.0004
Si  0.0042  -0.0076  -0.0031
Si  -0.0039  -0.0081  0.0095
Si  -0.0022  0  -0.0011
Si  0.0224  0.0032  0.0078
Si  0.0041  0.0302  0.0264
Si  -0.0087  -0.0003  0.0161
Si  0.0037  0.0002  0.0159
Si  0.0196  0.0096  0.0242
Si  -0.0073  0.0213  0.0061
Si  0.0032  0.0209  -0.0091
Si  0.0042  0.0047  -0.0004
Si  -0.0026  0.0005  0.0227
Si  -0.001  0.0005  0.0405
Si  0.0023  0.0057  0.0113
Si  -0.0148  0.0025  0.0382
Si  0.0025  -0.0045  0.0058
Si  0.0061  0.0013  0.0348
Si  0.0066  -0.0056  0.0378
Si  0.0027  0.0013  0.0307
Si  0.0002  -0.0031  -0.0035
Si  0.0007  0.0001  0.0248
Si  0.0027  -0.0018  0.004
Si  -0.0077  0.0015  0.0089
Si  -0.0005  0  0.0237
Si  -0.0006  -0.0048  0.0172
Si  0.0076  0.0046  0.019
Si  -0.0055  -0.0065  0.0136
Si  -0.0064  -0.0035  0.0206
Si  0.0042  0.0026  0.0151
Si  0.0038  -0.0015  0.0167
Si  -0.0037  -0.0001  0.0123
Si  0.0005  0.0005  0.012
Si  -0.004  -0.0047  -0.0193
Si  0.0021  0.0025  -0.0143
Si  -0.0025  0.0001  -0.0093
Si  0.0001  -0.0076  -0.0071
Si  -0.0044  0.0029  0.0042
Si  0.0008  -0.001  0.0001
Si  0.0037  0.0028  -0.013
Si  0.0021  0.0008  -0.0167
Si  0.0012  0.0061  -0.0285
Si  0.0011  0.0026  -0.0325
Si  0.0007  -0.0009  -0.0087
Si  0.0041  0.0018  0.0116
Si  0.0015  -0.0014  0.0082
Si  -0.0005  0.0001  0.01
Si  -0.0016  -0.0015  -0.0139
Si  -0.0012  0.0101  -0.0232
Si  -0.0007  -0.0005  0.001
Si  0.0042  0.0001  -0.0231
Si  -0.0001  -0.0066  -0.0187
Si  0.0006  -0.0038  -0.0126
Si  -0.0036  -0.0028  -0.0077
Si  -0.002  -0.0001  -0.0312
Si  0.002  -0.0014  -0.0151
Si  0.0055  -0.0023  -0.0002
Si  -0.0034  -0.0032  -0.0207
Si  0.0013  -0.0012  -0.0015
Si  0.0005  -0.0053  -0.0353
Si  -0.002  0.0027  -0.0192
Si  -0.004  -0.0053  -0.0285
Si  0.0073  -0.0015  -0.026
Si  -0.002  -0.0005  -0.0259
O  0.0046  -0.0078  0.0158
O  -0.0022  0.0079  0.014
O  0.0243  -0.0077  0.0206
O  -0.0051  0.0004  0.031
O  0.0001  0.0013  0.0154
O  0.0001  0.0015  0.0249
O  -0.001  -0.0008  0.0233
O  -0.0012  0.0015  0.0132
O  -0.0022  0.0039  0.0134
O  0.001  -0.0016  0.0144
O  0.0008  0.0008  0.0155
O  -0.0047  -0.0022  0.0317
O  -0.0009  0.0108  0.0008
O  0.0144  -0.0023  0.0089
O  -0.0063  0.0065  0.0348
O  -0.0104  0.0055  0.0153
O  0.0027  -0.0031  -0.0379
O  -0.0168  -0.023  0.0206
O  -0.0055  0.0093  -0.0334
O  0.0004  -0.006  -0.0544
O  -0.0032  0.009  -0.0103
O  0.0283  -0.0131  -0.0202
O  -0.0031  0.0011  0.0066
O  0.0033  -0.0004  -0.0056
O  0.0026  0.0003  -0.0075
O  -0.0039  -0.0097  -0.0318
O  -0.0119  0.0044  -0.032
O  -0.0214  -0.0196  0.0159
O  -0.0023  -0.0145  0.0396
O  0.0011  0.0035  -0.007
O  0.0016  0.0007  -0.0047
O  0.0006  0.0033  -0.0124
O  0.0025  0.0023  -0.0112
O  -0.0007  -0.0022  -0.0064
O  0.002  -0.003  -0.0156
O  -0.0128  0.0132  -0.0266
O  0.0035  0.004  -0.0117
O  -0.0103  -0.0027  -0.0111
O  -0.0059  0.0052  -0.0087
O  -0.0048  -0.0007  -0.0036
O  -0.0013  -0.0018  -0.0113
O  -0.002  0.0011  -0.021
O  0.0044  0.011  -0.0044
O  0.0002  0.0018  -0.0046
O  -0.0012  -0.0015  -0.0034
O  -0.0044  0.005  -0.0193
O  0.0032  -0.0029  -0.03
O  -0.0023  -0.002  -0.0207
O  0.0001  -0.003  -0.002
O  -0.0018  -0.0028  -0.0134
O  0.0048  0.0087  -0.0157
O  -0.0016  -0.0027  -0.0069
O  -0.0023  -0.0022  0.0005
O  0.0026  0.005  -0.0208
O  -0.0014  0.0018  0.0123
O  0.0003  0.0008  0.0071
O  -0.0023  -0.002  -0.0037
O  -0.0026  -0.0017  -0.0102
O  0.0043  0.0008  -0.0056
O  -0.0027  0.0002  -0.0056
O  -0.0019  -0.0021  0.0005
O  0.0027  -0.0008  -0.001
O  -0.002  0.0014  -0.0042
O  0.0002  0.0011  -0.0186
O  -0.001  0.0004  -0.0108
O  0.0018  -0.0007  0.0082
O  -0.0038  -0.0054  -0.0178
O  -0.0005  0.0023  0.0095
O  -0.0001  0.0032  0.0045
O  0.004  -0.0017  -0.0106
O  -0.0025  -0.0007  0.0016
O  -0.0004  0.0025  0.0052
O  0.0017  0.0013  0.006
O  -0.0003  -0.003  0.0035
O  -0.0025  0.0035  0.0167
O  0.0013  0.0007  0.007
O  -0.0004  -0.0001  -0.0071
O  -0.0008  -0.0005  -0.0012
O  -0.0004  0.0037  -0.0054
O  0.0009  -0.0023  0.0017
O  -0.001  -0.0018  0.0044
O  -0.0011  -0.0004  0.0127
O  -0.0037  0.0058  0.0044
O  0.0008  -0.0006  0.01
O  0.0041  0.0023  0.0055
O  0.0012  -0.0001  0.0094
O  0.0004  0  0.015
O  0.003  0.0025  -0.0111
O  0.0012  0.0011  0.0125
O  -0.0042  0.0036  0.0125
O  0.0003  0.0009  -0.0061
O  0.001  -0.001  0.0149
O  -0.0016  0  0.0081
O  -0.0036  -0.0003  0.0013
O  -0.0034  -0.001  0.0102
O  0.0016  0.0039  0.0016
O  -0.0012  0.0003  0.0158
O  -0.0028  0.0011  0.0089
O  0.0026  -0.0036  0.0006
O  0.0006  -0.0003  0.0048
O  0.0028  -0.003  0.0007
O  -0.0006  -0.0005  -0.0077
O  -0.0013  0.0044  0.0096
O  -0.001  -0.0007  0.0121
O  0.0041  0.0002  0.0086
O  -0.0023  -0.0025  0.004
O  -0.0035  -0.0045  0.0229
O  -0.0022  -0.0053  0.0223
O  -0.0041  0.0033  0.0182
O  0.0002  0.0079  0.0157
O  0.0006  -0.0022  0.0021
O  -0.0064  -0.0047  0.011
O  0.0054  -0.0018  -0.0022
O  0.0011  0.0016  0.0103
O  0.0014  0.0015  0.0133
O  -0.0089  -0.0119  -0.0295
O  -0.0004  0.0005  0.0122
O  -0.0016  -0.0017  0.0122
O  -0.0042  -0.0019  0.0148
O  0.0031  -0.0021  0.008

The program warned: the cutoff lies below the one the program advises for these potential files; the forces do not sum to zero within the program's tolerance; empty levels may hold ghost states of the PAW files; the exchange-correlation potential is rough where the density is thin.
